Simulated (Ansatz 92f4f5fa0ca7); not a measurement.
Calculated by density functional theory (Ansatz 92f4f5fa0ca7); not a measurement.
Periodic cell of 223 atoms, Si131O90As2, from a study of silicon, its oxide and their interface. The atomic structure is a simulated model.
Doubt: the cutoff is far below the 930 eV that the study's wrapper takes by default for these files, so forces and energies are approximate.
This geometry differs little from another in the collection (a relaxation step or a small displacement).

Settings
functional: PBE
potential files: Ansatz PAW
basis: plane waves
wave-function cutoff: 580 eV
density cutoff ratio: 5
exchange-correlation grid ratio: 1
k mesh: 1 x 1 x 1, Gamma-centred
self-consistency stop: 5e-08 eV per atom in the density residual
occupations: fixed
spin: none
net charge: 0

Cell vectors (angstrom)
a  10.938  0  0
b  0  10.938  0
c  0  0  32.1988

Atoms: element, x, y, z (angstrom)
Si  10.5878  0.2292  24.8435
Si  5.7399  10.681  24.7315
Si  2.4777  2.9165  24.623
Si  8.4249  2.4668  24.8086
Si  0.273  5.1687  24.7395
Si  5.1567  5.7512  24.6701
Si  2.9347  8.0098  24.5824
Si  7.9388  8.4357  24.7169
Si  1.3284  1.3838  26.0232
Si  6.8469  1.3132  26.1054
Si  4.0448  4.1081  25.9681
Si  9.6054  4.062  26.0695
Si  1.3962  6.8298  25.9841
Si  6.768  6.8521  26.0126
Si  4.1017  9.538  25.9842
Si  9.4682  9.572  26.1281
Si  2.728  -0.0062  27.3383
Si  8.1615  -0.0178  27.5335
Si  0.0066  2.7193  27.4687
Si  5.4384  2.7486  27.3492
Si  2.7261  5.4672  27.4095
Si  8.1832  5.4708  27.3476
Si  -0.0062  8.1848  27.3625
Si  5.4367  8.1999  27.4302
Si  4.0822  1.3733  28.7314
Si  9.572  1.3589  28.8331
Si  1.3628  4.1139  28.8013
Si  6.8231  4.0993  28.7337
Si  4.0917  6.821  28.7932
Si  9.5561  6.8262  28.7411
Si  1.3682  9.5631  28.7327
Si  6.7826  9.5495  28.8412
Si  0.0145  -0.0178  30.1478
Si  5.4402  0.0229  30.1488
Si  2.736  2.7361  30.1389
Si  8.1887  2.7448  30.1414
Si  -0.0125  5.4796  30.143
Si  5.4735  5.4611  30.1398
Si  2.7236  8.2054  30.1374
Si  8.2059  8.1937  30.1459
Si  1.3673  1.3673  31.515
Si  6.8362  1.3673  31.515
Si  4.1018  4.1018  31.515
Si  9.5708  4.1018  31.515
Si  1.3673  6.8362  31.515
Si  6.8362  6.8362  31.515
Si  4.1018  9.5708  31.515
Si  9.5708  9.5708  31.515
Si  2.7345  0  0.6835
Si  8.2035  0  0.6835
Si  0  2.7345  0.6835
Si  5.469  2.7345  0.6835
Si  2.7345  5.469  0.6835
Si  8.2035  5.469  0.6835
Si  0  8.2035  0.6835
Si  5.469  8.2035  0.6835
Si  4.1027  1.3773  2.0572
Si  9.5704  1.354  2.0654
Si  1.3408  4.1306  2.014
Si  6.833  4.1063  2.0607
Si  4.0878  6.8663  2.0203
Si  9.5776  6.8308  2.0471
Si  1.3846  9.5561  2.051
Si  6.8323  9.5846  2.0605
Si  0.0294  -0.0188  3.4124
Si  5.4731  0.0114  3.4782
Si  2.7685  2.8356  3.3481
Si  8.188  2.7095  3.4694
Si  0.0085  5.4762  3.4444
Si  5.4369  5.4972  3.3616
Si  2.7728  8.2234  3.4583
Si  8.2129  8.2061  3.3979
Si  1.4304  1.421  4.6521
Si  6.9357  1.2416  4.8719
As  4.331  3.9475  4.8274
Si  9.6041  4.0569  4.7929
Si  1.415  6.8297  4.7883
Si  6.8075  6.8563  4.7189
Si  4.1626  9.5488  4.8712
Si  9.6151  9.5089  4.7834
Si  2.7773  0.1085  6.0604
Si  8.2677  -0.1357  6.2903
Si  0.0669  2.658  6.1135
As  6.1005  2.1017  6.9652
Si  2.8652  5.4319  6.0329
Si  8.1311  5.4281  6.022
Si  0.0355  8.1494  6.1672
Si  5.5576  8.1685  6.2705
Si  3.9036  1.4418  7.7086
Si  9.8504  1.1135  7.4957
Si  1.7789  3.7773  7.2891
Si  6.7321  4.3423  7.5846
Si  4.4033  6.521  7.5149
Si  9.3635  6.8782  7.3702
Si  1.1707  9.9076  7.2959
Si  7.21  9.1623  7.6974
O  8.345  8.0017  7.9936
O  2.951  2.7703  7.8588
O  9.5208  1.3532  24.2463
O  4.0513  6.8668  24.1108
O  0.0652  0.0072  7.9906
O  5.4578  5.3191  7.9847
O  6.8491  9.5703  24.1828
O  1.3683  4.0616  24.151
O  3.808  7.2357  8.9059
O  1.1274  4.4156  8.6394
O  9.8763  5.9537  8.642
O  2.2216  9.3623  8.4389
O  7.5517  3.9999  8.9784
O  4.2308  0.8916  9.235
O  6.7581  9.5424  9.2356
O  9.1875  1.8398  8.8209
O  7.7054  3.1511  23.5032
O  10.4972  5.8414  23.4277
O  5.0968  0.4417  23.3947
O  5.8603  5.0954  23.3351
O  3.1028  2.2073  23.2582
O  2.2972  8.7153  23.2119
O  8.6152  7.7504  23.3778
O  0.2392  10.3428  23.5699
Si  4.3926  1.5702  22.4591
Si  3.5068  7.9032  14.0231
Si  7.1266  0.9534  14.6566
Si  0.9464  9.3527  22.509
Si  1.1707  4.288  11.8516
Si  6.278  8.9479  15.3109
Si  0.7365  1.3435  12.2854
Si  8.6362  4.9453  20.4987
Si  0.3883  5.6794  9.3188
Si  5.1345  3.1222  17.9662
Si  0.9236  3.7443  16.7537
Si  10.4273  2.843  19.225
Si  5.281  1.1514  10.4874
Si  0.9054  0.171  19.8341
Si  6.6701  9.4199  10.8762
Si  9.3642  9.6679  18.3087
Si  9.4286  9.208  12.5598
Si  6.571  3.8455  22.5685
Si  2.4522  8.0456  9.3539
Si  10.6128  7.3541  17.0675
Si  2.5396  6.2723  16.5776
Si  10.1956  4.4732  14.2019
Si  6.1613  9.1757  18.5076
Si  7.9974  2.5795  9.6682
Si  8.9478  2.1063  12.4976
Si  5.3586  6.2408  18.0676
Si  3.9427  0.5476  19.4636
Si  4.2518  3.8309  12.1019
Si  5.5578  6.567  12.1344
Si  8.0343  2.5002  17.2211
Si  4.3762  2.487  14.9883
Si  1.5796  1.2014  15.2586
Si  1.6097  9.3898  12.0195
Si  8.0707  6.8297  13.8553
Si  10.4072  9.8182  15.4733
Si  9.8066  7.0124  22.5387
Si  8.1226  5.4768  17.3937
O  6.0707  7.9086  11.2693
O  6.0335  9.1801  16.8909
O  7.7273  1.3136  13.1895
O  1.0061  1.7473  13.8407
O  9.4258  6.2701  16.863
O  6.778  6.181  13.1314
O  5.1486  4.6627  18.6245
O  9.2647  2.1539  18.2584
O  2.3872  0.0928  19.0653
O  9.4312  10.2144  16.7459
O  2.7799  4.4339  11.7091
O  5.0882  10.3158  19.0953
O  9.4737  3.157  13.5998
O  0.4784  1.7591  19.9558
O  3.2027  1.3359  15.128
O  8.1838  5.366  19.0065
O  3.9157  6.6027  17.3902
O  4.6305  3.2719  16.4067
O  9.0576  5.6263  14.3035
O  5.449  2.7611  22.1159
O  10.7329  4.2079  15.7001
O  0.3785  3.8623  18.2878
O  10.4475  10.5174  19.1935
O  9.6613  9.9869  14.0188
O  10.9023  8.1244  22.0791
O  1.1888  2.1566  16.5137
O  9.746  3.7455  20.4071
O  8.162  4.0234  16.6662
O  -0.0037  9.0781  11.8904
O  6.6233  2.4299  18.0421
O  5.5948  10.6484  11.2609
O  7.7742  9.5832  18.8257
O  10.087  0.9783  12.0996
O  1.1942  7.0651  9.1025
O  0.6063  4.7538  13.3132
O  5.7345  7.6151  18.9819
O  5.2393  5.0433  11.5405
O  2.731  6.9597  15.1111
O  0.9239  2.718  11.4376
O  0.8792  10.6803  15.5257
O  2.4611  8.5891  10.8811
O  4.659  2.3807  11.4036
O  4.1907  3.5514  13.7392
O  2.2617  4.6555  16.5054
O  10.7465  8.2357  15.6904
O  6.9121  10.2912  14.6737
O  2.3647  8.9243  13.4077
O  8.0198  1.5063  15.9203
O  4.1439  6.9722  12.8473
O  4.2054  2.0051  18.7326
O  7.2981  4.4112  21.2423
O  8.5468  2.9385  11.1604
O  1.1942  6.8264  17.349
O  5.682  1.6259  14.6782
O  8.1615  9.7102  11.5864
O  9.209  6.2851  21.2191
O  9.0031  7.6734  12.8464
O  1.7004  0.0949  11.8532
O  6.6533  6.1328  17.0502
O  7.4185  7.7984  15.0157
O  1.2268  10.2827  21.2077
O  10.0681  8.1945  18.3474
O  3.959  0.8348  21.0771
O  0.3215  5.2926  10.8842
O  6.7193  1.6018  9.8765
O  4.7921  8.6794  14.6762

Results
free energy: -144176.699 eV
free energy less fixed offsets of As -4856.12, O -568.88, Si -635.61 eV per atom: -0.349 eV

Forces (eV/angstrom), in the order of the atoms: element, x, y, z
Si  -0.0032  -0.0146  0.0367
Si  0.0195  0.0014  -0.0071
Si  0.0097  0.0122  0.0209
Si  0.0005  -0.0123  -0.0105
Si  0.02  0.0025  -0.0055
Si  -0.0175  -0.0097  0.0111
Si  -0.0039  -0.0265  0.0189
Si  0.0133  0.0087  0.0184
Si  0.0168  -0.0077  -0.016
Si  -0.017  0.0119  -0.0071
Si  0.0008  -0.005  0.0007
Si  -0.015  0.0184  -0.002
Si  -0.0017  0.009  0.0042
Si  0.011  -0.0029  -0.0096
Si  -0.0189  0.0068  -0.002
Si  0.0052  -0.0135  -0.0131
Si  -0.0083  0.0005  -0.0137
Si  -0.0086  -0.019  0.096
Si  0.0104  0.0056  0.0874
Si  0.0055  -0.0076  -0.0124
Si  0.0062  0.009  0.0445
Si  0.0021  -0.0018  -0.0089
Si  0.0005  -0.0029  -0.0132
Si  -0.0045  -0.0124  0.062
Si  0.0114  -0.0153  0.0233
Si  -0.0152  -0.0082  -0.0582
Si  -0.0043  0.001  -0.0442
Si  0.0145  -0.0002  0.0259
Si  -0.023  0.0046  -0.0384
Si  0.0092  0.0065  0.0188
Si  -0.0051  -0.0023  0.0226
Si  0.0424  0.0334  -0.0622
Si  0.0221  0.0027  0.013
Si  -0.0315  -0.0157  0.0334
Si  -0.0236  -0.019  0.0204
Si  0.0209  0.0218  0.0235
Si  -0.017  0.0002  0.0194
Si  0.0243  0.0134  0.0161
Si  0.013  0.0138  0.007
Si  -0.0084  -0.0235  0.0156
Si  0.0818  -0.0298  -0.0384
Si  -0.0569  0.0957  -0.0654
Si  0.0592  -0.0631  -0.0396
Si  -0.1181  0.0292  -0.083
Si  -0.0679  0.0631  -0.1124
Si  0.0375  -0.102  -0.0061
Si  -0.1019  0.0812  -0.0756
Si  0.037  -0.0719  -0.0184
Si  0.0273  -0.0231  0.1032
Si  -0.0238  0.0212  0.007
Si  -0.1806  -0.128  -0.0197
Si  0.1315  -0.063  0.071
Si  -0.1154  0.2023  -0.2362
Si  0.0648  -0.0931  0.0766
Si  0.1063  -0.1058  0.0426
Si  0.1101  0.1953  -0.0877
Si  0.0428  -0.029  0.0732
Si  -0.0092  0.0449  0.051
Si  0.1292  0.0735  0.1855
Si  0.0469  -0.072  0.0553
Si  -0.089  -0.1211  0.1794
Si  -0.0468  -0.0112  0.0746
Si  0.0236  0.0561  0.063
Si  -0.0281  0.0045  0.0333
Si  -0.0454  -0.0088  -0.1122
Si  -0.0019  -0.0638  -0.147
Si  -0.0814  -0.0999  -0.1326
Si  0.0784  -0.0132  -0.1656
Si  -0.0361  0.007  -0.1656
Si  0.0738  0.0405  -0.1036
Si  -0.0554  -0.0117  -0.1702
Si  0.0247  0.026  -0.1142
Si  0.0094  0.035  0.0618
Si  -0.0956  0.0845  0.3791
As  -0.2012  0.2362  -0.1543
Si  -0.0085  -0.0068  0.0713
Si  0.1123  -0.0812  0.1336
Si  -0.0593  -0.025  0.0524
Si  0.0235  0.0103  0.0971
Si  0.0091  -0.0234  0.1825
Si  0.0381  0.0253  0.0107
Si  -0.0654  0.0581  -0.1596
Si  0.0268  0.0359  0.0501
As  0.3278  -0.3768  -0.3278
Si  -0.0552  0.0239  0.1093
Si  0.035  -0.0401  0.0083
Si  0.0211  0.0226  -0.0826
Si  -0.0263  -0.0239  0.047
Si  0.1855  0.2213  -0.2109
Si  -0.0098  -0.0189  -0.0871
Si  -0.1364  0.0672  -0.2527
Si  -0.246  -0.0847  -0.1378
Si  0.036  0.0241  -0.139
Si  0.0768  -0.0054  -0.0632
Si  -0.0646  -0.0503  -0.0461
Si  0.0192  0.0482  -0.0374
O  -0.0184  0.0073  0.0041
O  -0.0336  -0.0896  0.096
O  -0.0047  0.0123  0.0151
O  0.0074  0.0099  -0.0017
O  0.0325  -0.0223  0.052
O  -0.0163  0.1851  0.0719
O  -0.0093  0.0009  0.0161
O  -0.0108  -0.0058  0.0103
O  -0.0761  0.0127  0.0383
O  -0.021  0.088  0.0644
O  0.0453  -0.0127  0.0654
O  -0.0027  -0.0336  0.0494
O  -0.0023  -0.0922  -0.034
O  0.0178  -0.0421  -0.0155
O  -0.0283  0.022  0.0812
O  -0.0043  0.0331  0.0989
O  -0.0035  0.0064  0.0039
O  -0.0094  0.0085  0.0046
O  -0.0078  0.0033  0.0072
O  0.0127  -0.0096  0.0087
O  0.0111  -0.013  -0.0015
O  -0.0108  0.0141  0.0011
O  0.0074  -0.0085  -0.0032
O  0.0078  -0.0034  -0.0207
Si  -0.0075  0.0024  -0.0207
Si  0.0061  -0.005  -0.0089
Si  -0.0152  0.017  -0.0229
Si  0.0052  -0.006  -0.0231
Si  0.003  0.0031  0.0001
Si  0.0024  0.0033  -0.019
Si  -0.0132  0.0144  0.0096
Si  -0.0019  0.0041  -0.0236
Si  -0.038  0.0077  0.0332
Si  0.0014  -0.0047  -0.0217
Si  -0.003  0.0017  -0.0316
Si  -0.0009  0.0008  -0.0253
Si  0.0036  -0.0149  0.0785
Si  0.0056  -0.0031  -0.0258
Si  -0.0035  -0.0067  -0.0029
Si  0.0006  0.0009  -0.0223
Si  -0.0072  0.0003  0.003
Si  -0.0029  0.0045  -0.0247
Si  0.0141  -0.0012  0.031
Si  0.0002  -0.0067  -0.0238
Si  0.0017  -0.0041  -0.019
Si  -0.0157  -0.0445  -0.0101
Si  -0.0016  0.0005  -0.0242
Si  0.066  0.0486  0.0566
Si  -0.0114  0.022  -0.0092
Si  0.0028  0.0002  -0.0247
Si  0.0006  -0.0005  -0.0227
Si  0.0153  -0.0068  -0.0154
Si  0.0039  -0.012  -0.0049
Si  -0.0041  -0.0028  -0.0259
Si  0.0395  -0.0149  -0.0361
Si  0.0042  0.0095  -0.029
Si  -0.0038  0.0045  0.0112
Si  -0.0014  0.0009  -0.0148
Si  -0.0041  -0.0039  -0.0183
Si  -0.0015  -0.0024  -0.0161
Si  0.0005  -0.0005  -0.0235
O  -0.0002  0.006  -0.0028
O  0.0016  -0.0008  0.0136
O  0.0081  0.007  0.0164
O  0.0072  -0.0109  0.0089
O  0.0047  0.0045  0.0166
O  -0.0057  0.0004  0.0066
O  -0.0002  -0.0001  0.0192
O  -0.0025  0.0007  0.017
O  0  0.0007  0.0173
O  0.0023  0.0006  0.0134
O  0.0043  -0.004  0.0096
O  0.0004  -0.0006  0.0177
O  0.0288  0.0343  0.0182
O  -0.0015  0.0012  0.0207
O  -0.0116  0.0074  0.0126
O  0.0021  0.0005  0.014
O  -0.0074  -0.0005  0.0155
O  0.004  -0.0067  0.001
O  0.0083  -0.015  0.0182
O  0.0014  -0.0014  0.019
O  -0.0032  0.0081  -0.0177
O  0.0013  -0.0017  0.0162
O  -0.0027  -0.0017  0.0155
O  0.0028  -0.0041  0.0109
O  0.0012  0.0005  0.0183
O  0.0009  0.0053  0.0022
O  0.0021  -0.0032  0.0179
O  0.0025  -0.0016  0.0183
O  0.0077  -0.0012  0.0052
O  0.0098  0.0029  0.014
O  0.0268  -0.0055  0.0014
O  0.0021  -0.0004  0.0198
O  0.0243  0.007  0.0129
O  0.0047  -0.0411  -0.0319
O  -0.0168  -0.0117  0.0175
O  0.001  -0.0017  0.0199
O  -0.0084  -0.0041  0.025
O  0.0022  0.0017  0.0128
O  0.0052  -0.0201  0.0082
O  0.0038  0.0076  0.0112
O  0.014  -0.0177  0.005
O  -0.0147  0.0118  0.0198
O  0.0055  -0.0175  0.0212
O  -0.0051  0.0017  0.0188
O  0.0013  0.0037  0.0159
O  -0.0021  0.0009  0.0149
O  -0.0071  0.0031  0.0068
O  -0.0082  0.0008  0.0183
O  0.0018  -0.0006  0.007
O  0.002  0.0026  0.0175
O  0.0036  0.0023  0.0148
O  -0.0147  -0.0412  0
O  0.0001  0.0004  0.0182
O  -0.0243  0.0245  0.0172
O  -0.0069  0.0045  -0.0024
O  -0.0031  -0.0059  0.0116
O  0.0014  0.0027  0.0103
O  0.0012  0.002  0.005
O  0.0016  -0.0011  0.0176
O  0.0033  -0.0016  0.0153
O  0.0016  0.0071  0.0074
O  -0.0002  -0.0022  0.0133
O  -0.0006  -0.0017  0.0109
O  0.008  -0.0126  0.0139
O  -0.014  0.047  0.0231
O  -0.0049  -0.0031  0.0137

The program warned: the cutoff lies below the one the program advises for these potential files; the exchange-correlation potential is rough where the density is thin.
